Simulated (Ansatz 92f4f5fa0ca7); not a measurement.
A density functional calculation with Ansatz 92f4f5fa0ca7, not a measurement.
Periodic cell of 252 atoms, Si144O100N8, from a study of silicon, its oxide and their interface. The atomic structure is a simulated model.
This geometry differs little from another in the collection (a relaxation step or a small displacement).

Settings: functional r2SCAN; potential files Ansatz PAW; basis plane waves; wave-function cutoff 800 eV; density cutoff ratio 5; exchange-correlation grid ratio 1; k mesh 1 x 1 x 1, shifted by 0.5 0.5 0 of a step; self-consistency stop 1e-10 eV per atom in the density residual; occupations fixed; spin none; net charge 0.

Cell vectors (angstrom)
a 10.887 0 0
b 0 10.887 0
c 0 0 35.8628

Atoms and the computed forces on them: element, x, y, z (angstrom), force x, y, z (eV/angstrom)
Si -0.2923 0.3048 0.3489 -0.0031 0.0018 0.0181
Si 2.278 2.9014 0.0922 -0.0008 0.0059 0.0225
Si 0.1078 5.0899 0.2384 0.0066 -0.0008 0.0185
Si 2.9563 7.9373 -0.006 0.0025 -0.0032 0.0217
Si 5.8083 -0.1541 -0.1755 -0.0004 -0.0044 0.0269
Si 8.4616 2.4606 0.389 0.003 -0.0055 0.0217
Si 5.139 5.6748 0.0036 -0.0025 0.0034 0.0218
Si 8.0534 8.4902 -0.1444 -0.0069 0.0012 0.0231
Si 1.2849 1.4374 1.6077 0.0006 -0.0012 -0.0058
Si 4 4.0561 1.2859 0.0006 -0.0017 -0.0046
Si 1.3337 6.7978 1.3062 -0.0017 0.0007 -0.0046
Si 4.1436 9.5882 1.1839 -0.0011 0.0012 -0.004
Si 6.7958 1.2709 1.4463 -0.0017 0.0022 -0.0027
Si 9.5975 3.9895 1.7041 -0.0019 0.0002 -0.0055
Si 6.8595 6.8297 1.1706 0.0006 -0.0014 -0.0013
Si 9.4357 9.5326 1.4658 0.0024 -0.0005 -0.0033
Si 0.0128 2.6939 3.0788 -0.0005 0.0008 0.0016
Si 2.7702 -0.0174 2.6692 0.0019 0.0003 0.0006
Si -0.0061 8.1506 2.6954 -0.001 0.0001 0.0016
Si 2.675 5.4222 2.7168 0.0013 -0.0005 -0.0005
Si 5.3985 2.7195 2.6642 0.001 -0.0003 0.0011
Si 8.1007 -0.0475 2.8769 -0.0004 -0.0006 0.003
Si 5.4866 8.1986 2.6147 0.0027 0.0017 -0.0001
Si 8.1299 5.4859 2.7013 0.0006 0.0017 0.0008
Si 1.4015 4.1305 4.2304 0.0015 0.0001 0.001
Si 4.0797 1.3595 4.0657 -0.0012 -0.0004 -0.0003
Si 1.3826 9.5117 4.0302 0.0005 -0.0002 0.0008
Si 4.091 6.8192 3.9937 -0.0015 -0.0008 0.0004
Si 6.7695 4.0916 4.032 -0.0003 0.0005 0.001
Si 9.4687 1.301 4.2472 0.0006 0 -0.0015
Si 6.7436 9.478 4.1573 0.0005 0.0006 -0.0011
Si 9.5194 6.8078 4.0776 -0.0014 0.0003 -0.0007
Si 0.0282 -0.0638 5.4658 0.001 -0.0005 0.0018
Si 2.7577 2.7077 5.4841 0.0021 -0.0002 0.0004
Si -0.0183 5.4783 5.5009 -0.0005 0.0014 -0.0002
Si 2.7298 8.1616 5.4077 -0.0015 0.0013 -0.0005
Si 5.4097 0.016 5.4746 0 0 0.0013
Si 8.1057 2.7511 5.4808 -0.0004 0.0003 0.0016
Si 5.4289 5.4533 5.3914 0.0007 -0.0007 -0.0002
Si 8.1672 8.1451 5.4582 -0.0004 -0.0003 0.002
Si 1.3595 1.3419 6.7983 -0.0011 0.0004 0.0013
Si 4.124 4.0839 6.7969 0.0008 0.0002 0.0006
Si 1.3698 6.8363 6.8237 -0.0005 -0.0001 0
Si 4.0449 9.5368 6.8112 0.0017 0.0004 0.0003
Si 6.7704 1.3789 6.8475 0.0007 0 0.0002
Si 9.5047 4.0926 6.8301 0.0002 0 0.0001
Si 6.7961 6.7826 6.7799 -0.001 0.001 0.0007
Si 9.5374 9.4927 6.8152 -0.0012 0.0001 0.0005
Si -0.0066 2.6941 8.1452 -0.0014 -0.0003 0.0017
Si 2.6842 0.0026 8.1898 0.0015 -0.0005 0.0006
Si -0.022 8.1532 8.203 0.0001 0.0005 0.0005
Si 2.7699 5.4523 8.1265 0.0014 0.0005 0.0011
Si 5.4288 2.7464 8.2247 -0.0004 0.0001 0.0016
Si 8.1941 0.0086 8.1408 0.0002 0.0007 0.0007
Si 5.4699 8.1908 8.1206 0.0003 0.0007 0.0009
Si 8.1341 5.4483 8.1759 0.0007 0.0001 0.0005
Si 1.4071 4.059 9.4283 0.0007 0.0008 -0.0006
Si 4.0502 1.3595 9.5521 0.0019 -0.0007 0.0012
Si 1.2905 9.5558 9.5463 -0.0003 0.0009 0.0007
Si 4.1454 6.8233 9.4792 0 -0.0006 0.0009
Si 6.8168 4.1024 9.5741 -0.0007 0.0006 0.0005
Si 9.5172 1.3549 9.5415 -0.0008 0.0011 0.0002
Si 6.8478 9.5367 9.4926 0.0012 0.0004 -0.0001
Si 9.4742 6.7998 9.5526 0.0005 0.0004 0.0007
Si -0.0776 -0.004 10.9718 0 0.0012 0.0006
Si 2.6864 2.7407 10.9003 0.001 0.0008 -0.0001
Si -0.0043 5.3505 10.739 -0.0022 -0.0012 -0.0009
Si 2.7303 8.1759 10.7565 0 0.0007 -0.0004
Si 5.4981 0.0097 10.8338 0.0014 0.0002 0.0006
Si 8.1592 2.7056 10.9127 -0.0015 -0.0002 0.0004
Si 5.5238 5.5385 10.9225 -0.0002 0.0017 -0.0002
Si 8.1432 8.2036 10.9564 -0.0006 0.0001 -0.0009
Si 1.2903 1.3811 12.2817 0 -0.0003 -0.0013
Si 4.1258 4.1508 12.1541 0.0015 0.0006 -0.0023
Si 1.3299 6.7702 11.9784 0.0002 0.0014 0.0003
Si 4.1338 9.4943 12.0903 0.0015 0.0009 -0.003
Si 6.768 1.3806 12.2928 0.0027 0.0004 -0.0018
Si 9.6319 4.0032 12.1976 -0.0013 0.0011 -0.002
Si 6.8643 6.8748 12.4252 -0.0012 -0.001 -0.0008
Si 9.4175 9.5589 12.413 -0.0002 0.0015 0
Si -0.1083 2.6207 13.7797 -0.0034 -0.0018 0.0008
Si 2.8944 0.0934 13.3744 0.0029 -0.0007 -0.0044
Si 0.1159 8.1099 13.4283 0 -0.0044 -0.0023
Si 2.6432 5.4596 13.3607 -0.0001 0.001 -0.0042
Si 5.5015 2.9133 13.5913 0.0021 0.0037 0.0005
Si 7.9593 0.045 13.8553 -0.0029 0.0026 -0.0021
Si 5.2822 8.2168 13.7071 -0.0044 0.0011 -0.0009
Si 8.5281 5.5107 13.564 0.0058 -0.001 -0.0025
Si 1.4603 4.0394 14.765 0.0001 -0.0037 0.0153
Si 3.9927 1.6149 14.8331 -0.0012 -0.0048 0.0084
Si 1.7172 9.3618 14.5189 0.0042 0.0038 0.0137
Si 3.6413 6.9179 14.8795 -0.004 0.0032 0.0096
Si 7.2396 4.0678 14.7817 -0.006 -0.0013 0.0109
Si 9.1406 1.5191 15.301 -0.0006 -0.0041 0.0141
Si 6.1568 9.9135 15.1595 -0.0043 0.0056 0.0116
Si 10.1833 6.5751 15.0116 -0.001 0.0041 0.0103
Si 6.8742 4.0162 33.9367 -0.0011 0.0056 0.0252
Si 14.2829 -7.0917 27.5603 -0.0014 -0.0083 -0.0111
Si 2.5045 8.745 17.1729 -0.0009 0.0037 -0.0011
Si 2.1673 2.421 17.1608 0.0027 -0.0009 0.0044
Si 8.6049 11.0917 18.0118 0.0004 0.0023 0.0004
Si 1.7687 5.1078 22.5748 0.0019 0.0042 -0.0169
Si 15.5058 18.1257 18.7816 -0.0007 0.0022 0.0004
Si 15.9309 -0.9607 19.8647 0.0039 0.0057 -0.0121
Si 5.3949 5.087 16.7709 0.0008 -0.0017 0.0101
Si 8.8774 2.9092 24.7832 0.0014 -0.0009 -0.0166
Si 8.5249 5.3414 18.4715 0.0021 -0.0014 0.0003
Si 11.5375 18.8144 19.1025 0.0011 0.0074 -0.0118
Si 10.8603 2.7213 22.4987 -0.0029 -0.0035 -0.0191
Si 4.3633 0.4474 17.4899 0.0061 0.0113 -0.0063
Si 12.8937 9.8723 20.956 0.0017 0.0016 -0.0067
Si 4.5478 18.5312 23.6521 0.0025 0.0008 -0.0189
Si -1.6215 -1.1292 23.3253 0.0003 -0.0012 -0.0174
Si 7.1496 2.8511 17.3109 -0.0016 0.0021 0.0025
Si 11.2834 10.7261 17.0029 0.0054 -0.0007 0.0025
Si 8.124 8.1372 17.0103 0.0049 0.0016 0.0062
Si 15.3098 -0.2807 24.9308 -0.0024 -0.0011 -0.0211
Si 4.0354 -6.2077 24.6383 -0.0013 0.0034 -0.0185
Si 10.482 17.8924 23.5082 -0.0091 -0.0029 -0.0202
Si 13.7936 -3.7234 21.1255 0.0054 0.0054 -0.0122
Si 7.419 5.5185 29.67 -0.0001 0.0015 0.0009
Si 9.0625 6.9684 20.7609 0.002 -0.0036 -0.0075
Si 10.1895 9.4545 27.9083 0.0019 0.0025 -0.0144
Si 0.8709 -3.4664 28.769 -0.0008 0.0008 -0.0093
Si 23.8838 15.9186 29.8507 -0.0028 0.0009 0.0002
Si 8.5735 15.3596 27.333 -0.0094 -0.0093 -0.0158
Si -0.6916 -10.4962 25.6453 -0.0002 -0.0007 -0.0181
Si 2.4524 1.4902 33.0855 0.0022 0.0016 0.0294
Si 9.7045 -2.8134 32.9242 -0.0016 -0.0006 0.0293
Si 1.6442 11.1998 23.7603 0.0012 -0.0066 -0.0212
Si 16.8954 2.1747 24.8337 -0.0007 -0.0025 -0.017
Si 21.1613 0.4911 20.7232 -0.0059 -0.0053 -0.0209
Si -1.7931 18.9369 30.0778 -0.0002 -0.0033 0.0015
Si -4.6796 12.4357 30.1116 0.0037 -0.0052 0.0045
Si -1.9703 3.0006 29.7516 -0.0003 -0.0013 0.0036
Si -5.9667 1.2155 27.3834 -0.0032 0.0012 -0.015
Si 6.8244 8.6233 21.9195 0.0006 0.0003 -0.017
Si 15.7596 4.386 29.9525 -0.0025 0.001 0.0029
Si 5.457 12.3214 32.8539 -0.002 -0.001 0.0265
Si 9.5393 5.1822 33.3727 -0.0048 0.0029 0.024
Si 11.4408 16.0553 17.434 0.0016 -0.0004 0.0068
Si 10.2584 6.8598 26.5178 0.0089 0.006 -0.0242
Si 11.1706 14.192 31.6038 0.0041 -0.0027 0.0151
Si 1.2963 -1.2113 33.8691 0.0034 -0.0015 0.031
O -0.9445 -5.4207 34.9166 -0.0103 0.0036 -0.0241
O -12.6919 -0.2847 24.6854 0.0022 0.0035 0.0091
O 5.5107 0.567 34.2358 -0.0014 0.0106 -0.0334
O 1.2455 4.0836 35.4812 -0.0006 0.0001 -0.0102
O 2.5473 2.0104 34.6192 0.0036 -0.011 -0.0303
O -4.8554 9.8133 21.1432 0.0032 -0.0017 0.0059
O 9.4517 16.6868 27.3874 -0.0021 0.0182 0.0091
O 10.0434 -4.4111 24.9721 -0.0049 0.0019 0.0123
O 0.2208 -2.0223 32.9932 -0.0035 -0.0037 -0.011
O 10.1956 2.4959 30.5926 -0.0004 -0.0082 0.0009
O -0.4375 -14.5682 29.7284 -0.0068 0.0015 0.0037
O -0.5629 -7.0008 32.845 0.0003 -0.0015 -0.0092
O 5.6875 4.9442 34.5134 0.0104 -0.0101 -0.025
O 2.3308 8.6083 34.5053 -0.0081 0.0088 -0.0258
O 6.6895 5.2847 15.8027 0.0064 -0.0025 -0.0105
O 6.8263 8.7121 16.16 -0.0041 -0.0017 -0.0051
N 5.0753 0.435 15.894 0.0027 -0.0055 0.0001
O -2.9557 6.7783 17.9081 0.0003 0.0025 0.0009
O 5.3832 5.9681 18.1378 -0.0015 0.0003 -0.0045
N 2.6093 8.2212 15.5336 0.0049 -0.002 -0.0087
O 5.5895 3.4496 17.0486 0.0046 0.0028 -0.004
O 7.4242 1.3518 17.9152 -0.0016 0.0041 -0.0021
O 7.5045 2.2679 24.2615 0.0013 0.0007 0.0092
O 9.3852 -3.2559 16.0623 0.0027 -0.0026 -0.0018
O 12.9732 -6.7062 28.4498 -0.0022 0.0002 0.002
O 9.3075 11.2445 19.4564 0.004 -0.0013 0.0021
N 13.4893 2.7371 15.5206 -0.0037 0.0065 -0.0103
O 11.7527 10.8332 20.2959 0.0017 0.0003 0.0012
O 10.0872 7.855 19.8445 -0.0008 -0.0001 0.0029
O 10.398 19.5021 23.5412 0.0015 -0.0013 0.0123
O 22.8245 6.345 23.3369 0.0089 -0.0046 0.0132
O 11.8955 12.5831 23.2121 0.0007 -0.001 0.0069
O 5.4028 -2.2425 18.8972 -0.0008 -0.001 0.0068
O 3.3421 4.4219 26.0782 -0.0001 -0.0002 0.008
O 12.3969 14.7293 17.7181 -0.0013 0.0007 -0.001
N 7.9968 2.8192 15.795 -0.0009 0.0011 -0.0045
N 11.4341 -5.4817 15.7152 -0.0007 0.0038 -0.0063
O 33.4545 9.0374 28.4803 -0.003 -0.0009 0.0032
O 3.9164 12.5917 32.4762 -0.0006 -0.0017 -0.0061
O 14.145 18.4363 17.9659 -0.0007 -0.0039 0.0046
N 11.7703 9.1431 17.825 0.0008 -0.0015 -0.0019
O 0.9002 15.4418 30.7869 0.0006 0.0024 -0.0042
O 11.8023 6.4628 18.3792 0.0001 -0.0036 -0.0003
O 9.8901 15.7615 17.7662 0.001 0.002 -0.0003
O 0.9204 10.3799 15.5243 0 -0.0023 -0.0098
O 5.2796 11.1406 18.8243 -0.0036 -0.0055 -0.0004
O 1.1405 12.086 17.5064 0.0002 0.0027 -0.0019
O 0.7668 14.8949 22.0372 0.001 0.0003 0.0051
O 4.5191 -1.8569 24.5283 0.0009 0.0062 0.0053
O 2.9056 15.3477 23.5049 0.0029 -0.0009 0.0065
O 19.9969 9.36 29.1129 -0.0019 -0.0004 0.0043
O 9.7389 -0.2976 22.0261 -0.0032 -0.0007 0.0081
O 4.2784 6.9309 20.3138 -0.003 0.0021 0.0016
O 12.2857 -8.5749 32.1922 -0.0018 0.0005 -0.0071
O 8.9476 8.5977 31.595 -0.0069 0.0003 -0.0109
O 5.9813 -5.4287 30.3927 -0.0018 -0.0025 -0.002
O 7.6956 7.8127 20.8407 -0.0016 0.0042 0.0036
O 18.6806 9.2148 23.0471 0.0007 0.0008 0.008
N 12.6447 8.2407 20.4347 0.0002 -0.0052 0.0025
O 19.6605 16.4489 20.0448 0.0025 0.0054 -0.0007
O 3.3035 10.111 17.4619 0.0008 -0.0019 -0.0015
O 5.1738 14.4111 24.4153 -0.0009 0.0006 0.0047
O 2.335 5.6736 21.1893 -0.0048 -0.0019 0.0106
O -0.5954 12.9288 21.1542 0.0011 0.0061 0.0121
O 3.5543 12.7214 17.7902 -0.002 0.0003 -0.004
O 18.5046 4.0153 18.3405 0.0011 -0.0013 -0.0064
O 19.2465 9.4664 17.9431 0.0009 -0.001 -0.0047
O 15.4108 6.2485 24.512 0.0006 -0.006 0.0093
O 8.4062 4.0884 25.7819 -0.0038 -0.0011 0.0054
O 5.9856 2.059 26.4669 0.0009 0.0003 0.0073
N 20.5588 11.4043 16.7104 0.0016 0.001 -0.0053
O 14.9334 6.8031 35.38 0 0.0001 -0.0095
O -1.1847 14.1923 23.4616 -0.0027 0.0011 0.0088
O -5.3119 -20.967 28.8086 0.0003 -0.0023 0.0032
O 4.1337 16.6153 15.9542 -0.0004 0.0008 -0.0034
O 5.8715 7.6191 22.7375 -0.0027 -0.0015 0.0102
O 15.5187 4.4739 28.351 0.0035 0.0018 0.0061
O 5.5266 0.7208 24.2722 0.0003 0.0032 0.0077
O 11.3771 -0.424 35.0053 0.0043 -0.0076 -0.0228
O 9.2493 3.2625 28.1801 0.0106 -0.0076 0.0062
O 23.828 17.5221 29.5303 0.0031 -0.0013 0.0005
O 20.8774 -4.3722 32.5998 -0.0007 -0.0003 -0.0054
O 9.5287 12.2825 35.5794 0.0005 0.0007 -0.0049
O 3.3069 7.7022 22.6063 0.0036 -0.0004 0.0067
O 7.246 15.8368 28.1409 -0.0164 0.0011 0.0057
O 14.4973 13.0655 27.545 0.0044 0.0047 0.0052
O -0.7288 0.0025 27.2078 -0.0016 0.0004 0.0093
O -3.0106 -3.8372 29.7561 -0.0018 0.0003 -0.0008
O 11.5919 -0.1116 25.0058 0.0002 0.002 0.0088
O 8.4455 4.4509 30.363 0.001 -0.0023 0.0004
O 5.3675 13.796 30.3152 -0.0042 0.0027 0.0034
O -4.8023 0.7299 31.5188 0.0029 -0.0033 -0.012
O 13.9692 0.4543 24.4274 0.0023 0.0013 0.0075
O 7.7608 -9.0034 29.8501 -0.0028 0.0004 -0.0023
O 9.5687 -4.3131 22.2484 0.0017 0.0015 0.0064
O 14.4333 10.15 20.4877 -0.002 0.0002 0.0071
O 12.7136 -0.7494 22.5503 -0.0017 0.0054 0.0097
O 2.087 10.7964 33.0202 0.0058 0.0065 -0.0119
O 8.8417 8.2048 34.3002 0.0144 -0.0039 -0.0333
O 6.8739 31.3243 35.3173 0.0006 -0.0011 -0.0097
O -7.4141 -6.1565 30.671 0.0025 0.0002 -0.0015
O 6.237 2.8462 33.0383 -0.0034 -0.0036 -0.0071
O -10.058 6.7938 27.2459 0.0063 -0.0043 0.0072
O 7.7149 3.308 35.1015 -0.0078 0.0087 -0.0228
O 7.9403 4.973 33.1873 0.0037 0.0005 -0.0052
O 9.7427 19.2639 26.761 -0.0006 0.0019 0.0084
O 9.8924 1.965 25.613 -0.0009 0.0016 0.0049
O 4.528 10.759 26.552 0.0001 0.0017 0.006

Results
free energy: -152232.454 eV
free energy less fixed offsets of N -386.36, O -570.45, Si -639.56 eV per atom: 0.066 eV

The program warned: the cutoff lies below the one the program advises for these potential files; the forces do not sum to zero within the program's tolerance; empty levels may hold ghost states of the PAW files; the exchange-correlation potential is rough where the density is thin.
